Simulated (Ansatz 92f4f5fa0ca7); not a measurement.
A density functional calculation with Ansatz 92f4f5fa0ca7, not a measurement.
Periodic cell of 223 atoms, Si133O90, from a study of silicon, its oxide and their interface. The atomic structure is a simulated model.
Doubt: the cutoff is far below the 930 eV that the study's wrapper takes by default for these files, so forces and energies are approximate.

Settings
functional: PBE
potential files: Ansatz PAW
basis: plane waves
wave-function cutoff: 580 eV
density cutoff ratio: 5
exchange-correlation grid ratio: 1
k mesh: 1 x 1 x 1, Gamma-centred
self-consistency stop: 5e-08 eV per atom in the density residual
occupations: fixed
spin: none
net charge: 0

Cell vectors (angstrom)
a  10.938  0  0
b  0  10.938  0
c  0  0  32.193

Atoms and the computed forces on them: element, x, y, z (angstrom), force x, y, z (eV/angstrom)
Si  0.1424  -0.2545  24.8394  0.0033  0.0003  0.0104
Si  5.2484  0.0718  24.8538  0.0005  0.0016  -0.0046
Si  3.1393  2.4456  24.7145  0.0003  0.0015  0.006
Si  7.8496  2.9229  24.6595  0.0016  -0.002  -0.0009
Si  -0.3037  5.5644  24.5202  0.001  0.0007  0.0056
Si  5.8237  5.3869  24.5268  -0.0037  -0.0028  0.0207
Si  2.3253  8.4206  24.7686  0.0008  0.0058  0.0014
Si  8.575  7.9353  24.919  -0.0008  -0.0015  0.0305
Si  1.3994  1.3938  25.9805  -0.001  0.0005  -0.0026
Si  6.8083  1.3377  26.0756  0.0047  0.0008  -0.0006
Si  4.192  4.1807  25.9069  0.002  0.0062  -0.0058
Si  9.5202  4.0317  25.943  0.003  -0.0058  -0.0007
Si  1.2806  6.7146  25.975  0.0056  -0.0027  -0.003
Si  6.8886  6.8056  26.0756  0.0013  0.0055  -0.0054
Si  4.0099  9.4753  26.0847  0.0014  -0.0035  0.0009
Si  9.6542  9.5123  26.2471  -0.0025  -0.0009  -0.0056
Si  2.7163  0.0066  27.4201  0.0007  0.0006  0.0019
Si  8.2105  -0.0034  27.4351  -0.0003  -0.0011  -0.0017
Si  0.0027  2.7333  27.356  -0.0007  0.0005  0.0017
Si  5.4613  2.7685  27.4  -0.0032  0.0019  -0.0005
Si  2.7552  5.4479  27.341  0.0034  -0.0058  -0.0025
Si  8.2376  5.4208  27.4156  -0.0019  0.0023  0.0007
Si  0.0685  8.1086  27.4859  -0.0009  0.0021  0.0012
Si  5.4733  8.1734  27.4046  0.002  -0.0008  0.0007
Si  4.1018  1.3673  28.7747  -0.0552  0.1855  -0.0454
Si  9.5708  1.3673  28.7747  0.1507  0.1423  -0.0631
Si  1.3673  4.1018  28.7747  0.0747  0.0034  -0.4001
Si  6.8362  4.1018  28.7747  0.0915  -0.1013  0.1491
Si  4.1018  6.8362  28.7747  -0.1053  -0.1998  -0.1595
Si  9.5708  6.8362  28.7747  -0.0625  -0.3553  0.3871
Si  1.3673  9.5708  28.7747  0.2154  -0.1161  0.3266
Si  6.8362  9.5708  28.7747  -0.1555  -0.0298  -0.0013
Si  0  0  30.142  -0.0396  -0.0561  -0.0101
Si  5.469  0  30.142  0.0014  -0.0022  -0.0205
Si  2.7345  2.7345  30.142  -0.0346  -0.0523  -0.0252
Si  8.2035  2.7345  30.142  -0.0334  0.0497  0.0088
Si  0  5.469  30.142  -0.1048  0.0392  0.0141
Si  5.469  5.469  30.142  -0.0169  -0.0159  -0.0228
Si  2.7345  8.2035  30.142  0.0523  0.1348  0.014
Si  8.2035  8.2035  30.142  -0.0078  -0.0716  -0.029
Si  1.3673  1.3673  31.5092  0.035  0.0371  0.0029
Si  6.8362  1.3673  31.5092  0.0246  -0.0182  -0.0219
Si  4.1018  4.1018  31.5092  0.0143  0.0052  -0.014
Si  9.5708  4.1018  31.5092  0.0988  -0.0339  -0.0238
Si  1.3673  6.8362  31.5092  0.028  -0.0291  -0.0396
Si  6.8362  6.8362  31.5092  -0.0276  0.0328  -0.006
Si  4.1018  9.5708  31.5092  -0.0027  -0.0692  -0.0136
Si  9.5708  9.5708  31.5092  -0.0389  0.0015  -0.0117
Si  2.7345  0  0.6835  0.0303  -0.081  -0.0086
Si  8.2035  0  0.6835  -0.0135  -0.0187  0.0442
Si  0  2.7345  0.6835  -0.1462  0.0763  -0.0065
Si  5.469  2.7345  0.6835  0.0084  0.0111  0.0254
Si  2.7345  5.469  0.6835  -0.0226  0.0363  0.0317
Si  8.2035  5.469  0.6835  0.0177  -0.0202  -0.007
Si  0  8.2035  0.6835  -0.0097  -0.0151  0.0336
Si  5.469  8.2035  0.6835  -0.0469  0.0268  -0.001
Si  4.1018  1.3673  2.0507  -0.0918  -0.0034  0.0347
Si  9.5708  1.3673  2.0507  0.122  0.0386  -0.0392
Si  1.3673  4.1018  2.0507  0.0026  -0.0585  0.0263
Si  6.8362  4.1018  2.0507  -0.1409  0.0107  0.0204
Si  4.1018  6.8362  2.0507  0.1665  0.0651  -0.0019
Si  9.5708  6.8362  2.0507  -0.0522  -0.0429  0.0141
Si  1.3673  9.5708  2.0507  0.1506  0.0572  0.0479
Si  6.8362  9.5708  2.0507  -0.0057  -0.1328  -0.0045
Si  0  0  3.418  0.3767  0.8194  -0.2603
Si  5.469  0  3.418  -0.0047  -0.0234  0.5404
Si  2.7345  2.7345  3.418  0.0593  -0.053  0.0102
Si  8.2035  2.7345  3.418  -0.2277  -0.3363  0.0874
Si  0  5.469  3.418  0.049  0.125  0.2797
Si  5.469  5.469  3.418  -0.3625  -0.3225  -0.2536
Si  2.7345  8.2035  3.418  0.2057  0.3169  0.2064
Si  8.2035  8.2035  3.418  -0.1755  -0.0109  -0.521
Si  1.3784  1.4125  4.8709  0.0035  -0.0281  0.0191
Si  6.8245  1.3662  4.867  0.0019  0.0461  0.0036
Si  4.0045  4.143  4.7928  -0.0061  0.1719  0.0745
Si  9.5593  4.053  4.7738  -0.0117  -0.0052  -0.0354
Si  1.4245  6.8376  4.786  0.047  -0.0287  0.0406
Si  6.8252  6.8232  4.7162  0.0123  0.0161  -0.0297
Si  4.0964  9.6031  4.8815  0.0105  0.0127  -0.0269
Si  9.5235  9.6558  4.6578  0.0143  0.0145  0.0151
Si  2.7675  0.1418  6.3698  0.0359  -0.0091  -0.0231
Si  8.2229  -0.1204  6.2036  -0.074  -0.0612  -0.0381
Si  -0.0525  2.7553  6.2674  0.0628  0.4481  0.2287
Si  5.4094  2.7989  6.1832  0.0067  0.0526  -0.0169
Si  2.3875  5.2094  6.2374  0.6802  0.0674  -0.5534
Si  8.178  5.4434  6.0526  -0.0664  0.0307  -0.0883
Si  0.0133  8.402  5.9219  0.0488  -0.0139  -0.0225
Si  5.44  8.0681  6.1468  -0.0253  -0.0087  0.037
Si  4.0544  1.6851  7.7837  0.0115  0.0585  0.1118
Si  9.7087  1.1398  7.5842  0.0562  -0.0272  0.0531
Si  0.1634  4.5494  7.9584  5.7805  2.6334  -3.0557
Si  6.6254  4.3506  7.4685  -0.0839  0.1352  -0.0829
Si  4.1922  6.3439  7.2647  -0.027  -0.0087  -0.0533
Si  9.5426  7.0194  7.0853  0.2282  -0.2393  0.1408
Si  1.1162  9.8112  7.4982  -0.0069  -0.0298  -0.0667
Si  7.241  9.017  7.3998  0.0213  0.0196  0.0361
O  9.5773  6.8072  24.2274  0.0038  -0.0026  -0.0156
O  4.1814  1.2193  24.3683  0.0007  0.0015  -0.005
O  8.4409  7.9763  7.9048  -0.0458  0.001  0.0005
O  3.2375  2.613  8.9196  -0.0017  -0.0932  0.009
O  6.8336  4.1285  24.133  0.0075  -0.0068  -0.0062
O  2.857  7.731  23.3824  0.0041  -0.0049  -0.0229
O  5.4316  5.4124  7.879  0.0594  -0.0423  0.0473
O  0.1742  0.1077  8.5174  -0.0102  0.1063  0.1248
O  7.2845  3.8135  8.8981  0.2117  -0.0462  0.1023
O  6.7322  9.6618  8.8217  -0.006  0.0266  -0.0042
O  10.7571  6.2177  7.8937  0.0391  -0.5487  -0.2257
O  1.551  8.8108  8.7279  0.0104  0.0197  0.0221
O  5.1625  0.8774  8.7254  -0.0253  -0.0234  0.0001
O  1.3663  4.5056  9.0969  0.1288  -0.3688  -0.2142
O  8.9631  1.7413  8.938  0.1371  -0.548  -0.2818
O  3.4833  6.9141  8.6412  0.0155  -0.0224  -0.033
O  7.9999  8.785  23.6643  -0.0119  0.015  -0.0291
O  8.3427  2.1925  23.2673  0.0038  -0.004  -0.0162
O  5.5096  6.2686  23.142  -0.0019  0.0106  -0.0306
O  2.8461  2.9963  23.1885  -0.0026  -0.0005  -0.0249
O  12.1931  -1.348  24.2859  0.0031  -0.0011  -0.0086
O  0.07  4.8944  23.0321  0.0069  -0.0032  -0.0253
O  4.0561  7.4319  21.1469  0.0029  0.0007  -0.0197
O  11.0011  21.0889  20.7359  0.0021  -0.0032  -0.0195
Si  5.4545  4.8722  16.5996  -0.0069  0.0084  0.029
Si  0.5754  8.8006  20.0229  0.0071  0.0015  0.041
Si  6.1171  9.3463  12.0745  -0.0226  0.0076  -0.038
Si  13.4371  4.9094  12.6591  0.0205  -0.0093  -0.0456
Si  8.8502  3.0925  12.7235  -0.0063  -0.0275  0.292
Si  9.9586  0.0677  12.6666  0.0326  -0.0413  0.0051
Si  2.1007  3.2969  9.8871  -0.2075  0.4971  -0.4453
Si  2.6082  -3.701  21.8562  0.007  0.0039  0.0377
Si  17.7656  7.0964  15.4645  -0.0067  0.0003  0.0209
Si  7.1248  11.1788  18.5878  0.0013  0.002  0.0295
Si  8.728  3.28  9.46  -0.9268  -0.1082  0.3096
Si  3.5278  13.1285  13.9885  -0.0063  0.0104  -0.0093
Si  5.8739  0.5024  14.2764  -0.0118  -0.0016  -0.0005
Si  7.0126  5.9945  19.1939  -0.0046  0.0039  0.0426
Si  0.8338  4.7994  21.5629  0.0064  0.0009  0.0466
Si  13.7113  -0.9438  18.1787  -0.0032  0.0015  0.0292
Si  3.3843  2.8476  17.0253  0.0002  0.0002  0.0234
Si  5.3426  10.318  9.3155  -0.0285  0.0234  -0.0748
Si  9.5812  6.638  16.4888  0.0021  0.0059  0.0288
Si  16.4958  7.062  21.6896  -0.0038  0.0045  0.0418
Si  9.833  4.8357  19.0205  0.006  0.0057  0.0397
Si  1.9485  -0.3135  12.6668  0.0252  -0.0031  -0.0271
Si  5.2525  20.5723  16.5353  -0.0037  0.0061  0.0203
Si  8.5092  8.1781  12.9058  -0.0166  0.0227  -0.0047
Si  11.4937  0.5341  10.2035  0.0742  -0.0599  -0.033
Si  7.0309  9.6021  22.6786  -0.001  0.0029  0.03
Si  11.3434  11.7178  20.8266  -0.0021  0.0029  0.0437
Si  -0.5114  -5.1479  13.5379  0.0485  0.0352  0.0317
Si  4.4745  1.2061  19.5391  -0.0011  0.0058  0.0386
Si  3.0039  8.3002  9.2773  0.0094  -0.0248  -0.0419
Si  1.034  1.3867  17.7645  0.0062  -0.0015  0.0296
Si  3.4363  7.9247  12.3727  -0.0083  0.0086  -0.0582
Si  2.5446  2.3351  21.7315  -0.0015  0.0057  0.04
Si  7.3871  2.7732  15.2214  -0.011  0.0023  0.0348
Si  8.8394  8.4915  18.5543  0.0009  0.0022  0.03
Si  9.0696  0.9231  22.5596  -0.0028  0.0014  0.038
Si  9.282  2.265  17.4338  0.0054  -0.0013  0.0288
O  6.2269  8.3674  16.2712  0.007  -0.0027  -0.0107
O  5.0609  1.7558  13.5919  0.0088  -0.0004  0.0003
O  13.1292  5.6787  21.7414  -0.0024  -0.006  -0.0171
O  6.5502  10.4686  13.1696  0.0081  0.005  0.0037
O  2.6014  9.1746  13.1012  -0.0031  0.0046  0.0092
O  1.6718  0.952  21.8602  -0.001  -0.0015  -0.0196
O  2.9123  8.0406  10.8524  0.0082  -0.011  0.0223
O  3.5892  -0.172  19.3785  -0.0001  -0.0012  -0.0185
O  10.4273  -4.6159  15.1111  -0.004  -0.0079  -0.0327
O  9.6487  -3.9382  12.6868  0.0071  -0.0308  -0.0206
O  3.9062  4.3904  16.841  0.0015  0.0075  -0.0085
O  8.2345  9.9866  18.8615  0.0004  0.0031  -0.0141
O  9.4448  8.2126  17.0185  0.0048  -0.0021  -0.018
O  14.3897  2.0453  15.6049  0.0053  -0.0046  -0.0104
O  7.5188  7.6766  14.1115  0.0129  -0.0008  -0.0117
O  11.9477  5.4917  13.0236  -0.0693  0.0058  0.0232
O  5.0082  8.2747  12.5999  0.0116  0.0023  0.0147
O  6.2066  6.0551  20.5984  0.0125  -0.0069  -0.0331
O  9.9511  14.2368  18.5013  0.0009  -0.005  -0.0194
O  5.5852  6.0218  15.422  0.0057  0.0111  -0.0149
O  7.5947  7.4751  18.829  0.0063  0.0059  -0.0175
O  1.6502  8.9888  18.8005  0.0095  0.0059  -0.0219
O  12.3839  3.3652  21.0917  -0.0009  0.0035  -0.0206
O  8.6573  3.2693  11.107  0.1253  0.1327  -0.3878
O  10.1095  -2.8095  19.5292  -0.006  0.0013  -0.0213
O  -0.1661  -5.7558  20.3155  -0.0084  0.0021  -0.0292
O  6.089  10.6455  17.4701  -0.001  -0.002  -0.0177
O  3.3392  6.3298  12.7715  -0.0019  0.003  0.0142
O  6.0714  0.8023  19.75  0.0065  0.0011  -0.0189
O  10.2076  5.7773  17.7252  0.0001  0.0086  -0.0268
O  1.7838  -0.2359  10.9912  -0.0234  0.0111  0.0102
O  8.2709  5.0025  19.4369  0.0037  0.001  -0.0176
O  6.2256  14.4887  16.0394  0.016  -0.0127  -0.0203
O  11.8073  1.2844  19.3684  0.0045  0.0046  -0.0349
O  7.5102  14.2102  13.6596  0.0645  0.001  -0.0967
O  4.9114  10.4588  15.1676  0.0035  0.0046  -0.0085
O  9.7636  4.3214  13.2892  0.0101  0.0125  -0.0895
O  8.7841  2.9838  16.0514  -0.0049  0.0052  -0.0187
O  8.0175  6.2263  16.1954  0.0027  0.0028  -0.0146
O  4.297  2.1172  18.1813  0.0028  0.0086  -0.0198
O  4.0467  9.469  8.8217  0.0173  0.0211  0.0208
O  5.4221  -0.6735  10.926  0.0095  0  0.0259
O  9.9567  12.4404  21.3123  0.008  0.0013  -0.0235
O  1.804  2.8021  17.4509  0.0041  0.0057  -0.0101
O  10.1296  0.2513  23.6006  -0.0077  0.0065  -0.0208
O  6.3918  8.482  21.678  0.0013  -0.0003  -0.0195
O  2.6119  4.0661  11.2398  -0.0019  0.018  0.0135
O  -1.5443  1.5599  13.06  -0.0304  0.0566  -0.041
O  2.6803  11.9912  13.1707  -0.0033  0  0.0043
O  -0.4226  23.136  17.0429  -0.0024  0.0033  -0.0147
O  7.9692  10.7698  22.0086  0.0021  0.0009  -0.0198
O  7.0523  1.1692  15.1846  0.0076  0.0014  -0.0064
O  1.9722  0.1456  17.2538  0.0024  0.0038  -0.0148
O  9.8939  4.1119  8.7097  -6.3473  -2.2872  4.3221
O  14.7849  9.1823  17.2445  0.0092  -0.0018  -0.0174
O  0.4795  -0.1686  13.3408  -0.0201  0.006  0.002
O  10.1375  0.1404  11.0138  -0.0278  -0.0049  0.005
O  7.456  -2.4657  11.6656  0.011  -0.009  0.0057
O  0.9637  2.115  10.1996  -0.105  -0.0421  -0.0131
O  3.8902  2.0551  20.8293  0.0112  -0.004  -0.0274
O  16.7465  10.3208  23.4703  0.0032  -0.0012  -0.0132
O  1.3477  7.9849  21.1775  -0.0071  0.0062  -0.0255
O  6.0168  5.4239  18.0321  -0.0018  -0.0008  -0.0193
O  14.0216  3.7469  13.6768  -0.0006  -0.0028  -0.0016
O  8.009  1.5171  18.1105  0.0048  0.0057  -0.0136
O  9.1734  -1.277  13.1585  0.0063  0.0086  -0.0001

Results
free energy: -135731.213 eV
free energy less fixed offsets of O -568.88, Si -635.61 eV per atom: 4.117 eV

The program warned: the cutoff lies below the one the program advises for these potential files; the exchange-correlation potential is rough where the density is thin.
